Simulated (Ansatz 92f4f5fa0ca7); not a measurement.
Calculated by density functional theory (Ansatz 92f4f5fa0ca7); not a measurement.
Periodic cell of 151 atoms, Si88O61N2, from a study of silicon, its oxide and their interface. The atomic structure is a simulated model.

Settings
functional: r2SCAN
potential files: Ansatz norm-conserving
basis: plane waves
wave-function cutoff: 1300 eV
density cutoff ratio: 4
exchange-correlation grid ratio: 1
k mesh: 2 x 2 x 1, shifted by 0.5 0.5 0.5 of a step
self-consistency stop: 5e-08 eV per atom in the density residual
occupations: Fermi-Dirac, 0.05 eV
spin: none
net charge: 0

Cell vectors (angstrom)
a	10.88	0	0
b	0	10.88	0
c	0	0	21.626

Atoms: element, x, y, z (angstrom)
Si	-0.1032	0.1604	0.1807
Si	2.9555	2.6284	-0.1976
Si	-0.7007	5.7035	0.239
Si	1.8059	8.8624	-0.8091
Si	4.998	0.418	-0.523
Si	8.6182	2.072	-0.0434
Si	4.862	4.9403	-0.2165
Si	8.2856	8.4211	0.0041
Si	1.4625	1.5004	1.2377
Si	4.0374	3.8687	1.5191
Si	1.1312	7.1994	0.7652
Si	3.6189	9.9615	0.8565
Si	6.7824	1.2163	1.0673
Si	9.6841	3.7393	1.3706
Si	6.2205	6.979	1.386
Si	9.4891	9.9001	1.5794
Si	0.235	2.5225	2.8154
Si	2.7194	0.2669	2.8954
Si	0.2513	8.4056	2.6025
Si	2.8827	5.4879	2.6982
Si	5.7871	2.4909	2.7369
Si	7.9465	-0.0285	2.8838
Si	5.034	8.0843	3.2276
Si	8.4468	5.2434	2.7196
Si	1.3794	4.1279	3.937
Si	4.3149	1.3827	4.1031
Si	1.401	9.5986	4.2103
Si	3.8791	6.6073	4.4314
Si	7.0149	3.9592	4.0516
Si	9.4055	1.3416	4.4748
Si	6.8447	9.291	4.1747
Si	9.7489	6.6831	4.0746
Si	0.0154	-0.2575	5.615
Si	2.6821	2.8252	5.1739
Si	0.0189	5.2463	5.5796
Si	2.691	8.2938	5.7197
Si	5.387	-0.199	5.5837
Si	7.9258	2.6862	5.8042
Si	5.4833	5.1935	5.2635
Si	8.2989	8.0587	5.2659
Si	1.24	1.6774	6.7383
Si	4.2497	4.0528	6.6753
Si	1.488	6.7293	6.77
Si	3.7877	9.7828	7.1108
Si	6.7763	1.2862	7.1852
Si	9.4841	4.1656	6.9569
Si	6.6275	6.7538	6.1861
Si	9.4399	8.9875	7.0295
Si	0.0047	2.7125	8.4469
Si	2.6235	0.5071	8.1429
Si	0.3066	8.0975	8.4258
Si	3.3031	5.7396	7.8254
Si	5.294	2.7592	8.4154
Si	8.0099	-0.3113	8.3593
Si	5.3522	8.7025	8.3309
Si	7.9766	5.5142	8.1355
Si	1.7947	3.7905	9.4344
Si	3.5255	2.009	9.5036
Si	1.3289	9.9591	9.3354
Si	4.1499	6.4901	9.897
Si	6.3223	4.4431	9.5229
Si	9.9482	0.7858	9.5213
Si	4.5009	11.7636	12.4702
Si	9.448	7.234	9.8035
Si	-1.159	5.2706	19.051
Si	8.8061	-2.0789	14.3086
Si	9.6681	1.619	15.3589
Si	8.0252	3.5069	12.1461
Si	-3.8527	0.5724	16.3233
Si	5.832	2.4713	14.5289
Si	1.7772	7.3719	11.9177
Si	-0.2021	15.9429	11.5138
Si	11.5301	0.9256	17.2692
Si	2.6377	10.1649	12.262
Si	4.2405	7.3445	17.3726
Si	-0.8031	-2.0783	12.0818
Si	-1.9523	7.6739	18.667
Si	7.2221	11.3111	13.18
Si	7.0997	6.7911	16.0465
Si	5.5715	9.7213	18.3566
Si	-0.1193	-10.6621	12.5877
Si	7.5591	3.9606	14.4759
Si	-8.0792	9.684	17.7609
Si	-1.0829	10.2188	16.8731
Si	5.5641	2.9559	17.3547
Si	12.0205	-7.5012	18.8127
Si	7.554	4.2867	19.5264
Si	3.1887	4.5777	18.7261
O	2.2088	-1.8514	-2.5284
O	-3.0914	-3.7909	17.6019
O	4.1811	-0.561	17.8403
O	1.8023	-0.1724	17.025
O	-0.1266	4.1253	18.1224
O	1.7172	3.2195	20.4321
O	2.4314	6.2957	22.9368
O	3.7234	12.2079	20.5701
O	3.1738	-2.4714	16.7041
O	3.6408	4.6651	-1.3382
O	5.3569	-4.0552	16.2136
O	9.5405	0.974	20.8858
O	5.304	6.5048	21.7559
O	7.1881	5.9635	23.6833
O	6.3255	4.5021	20.8239
O	3.3581	6.0351	17.9574
O	-3.6391	3.9464	10.854
O	4.0663	1.5901	10.9936
O	8.2314	-0.8713	13.3835
O	1.0279	16.7664	12.4387
O	-4.1746	9.6132	8.755
O	5.8549	10.8298	12.3931
O	5.2174	5.2512	10.4037
O	5.8383	7.4774	7.3007
O	10.2247	1.1507	11.3116
O	9.7815	5.8157	10.4124
O	4.6308	13.0942	13.5476
O	-1.4266	7.7094	13.2282
O	8.28	7.1061	8.6626
O	15.6773	7.921	9.8149
O	0.6698	8.3442	11.268
O	0.2557	1.8184	16.0638
O	0.8812	4.1006	10.781
O	2.8403	-2.3718	12.6255
O	-0.8578	0.8511	13.9173
O	20.5969	-1.9079	17.9745
O	6.9385	-2.4966	22.344
N	6.6523	11.7968	14.7529
O	2.4239	-0.6986	10.6139
O	0.6575	-0.8392	20.7769
O	-5.6157	3.2561	15.7253
O	2.7421	6.4223	10.8474
O	5.7436	10.3492	19.8759
O	-2.7472	19.1533	19.9038
O	-1.3704	4.06	12.0908
O	-2.0428	19.2994	10.8327
O	-2.1043	13.8151	15.2834
O	6.5072	4.0128	18.1888
O	10.4551	5.0028	20.5121
O	-1.0393	9.2575	15.5086
O	7.6078	7.921	14.9772
O	4.1061	14.2856	17.9645
O	7.9126	1.7592	12.5752
O	-1.8937	-4.0582	21.7669
N	-2.1116	0.6321	16.6012
O	-4.4944	1.5917	17.4171
O	1.4603	11.1093	12.9977
O	6.6858	10.1544	17.199
O	8.3589	-8.0486	20.1865
O	4.4019	-1.9751	23.6159
O	1.3633	1.8337	18.3842
O	-3.5483	16.1484	15.3844
O	5.2412	-2.7771	18.3588

Results
free energy: -39219.010 eV
free energy less fixed offsets of N -289.75, O -463.61, Si -117.95 eV per atom: 20.300 eV
pressure: -1.39 GPa
stress xx, yy, zz, yz, xz, xy (GPa, positive in tension): 0.22, 1.6, 2.36, 0.74, 1.18, 0.17

Forces (eV/angstrom), in the order of the atoms: element, x, y, z
Si	-0.7285	1.1775	-1.2291
Si	-2.7876	-1.0529	-0.9127
Si	0.7557	1.9956	3.2736
Si	1.5952	2.0838	-1.5121
Si	0.8986	-2.2287	0.0202
Si	-0.6258	2.1589	0.0899
Si	1.8286	1.6177	-1.422
Si	4.3323	-1.8848	-2.7498
Si	0.4472	-0.6981	0.5773
Si	1.5468	-1.6327	1.0267
Si	-0.1816	-1.2428	0.2846
Si	0.0395	-1.4489	1.8772
Si	-0.3549	-0.4877	0.1877
Si	-0.3547	0.1351	1.0224
Si	-2.3572	3.2958	0.4809
Si	0.5265	-2.4963	-0.1992
Si	-2.2444	0.7186	0.4112
Si	-0.6802	-0.7956	-1.8986
Si	-1.409	-0.6841	0.3545
Si	-1.2849	-0.2398	-0.739
Si	-1.1161	1.2688	-1.2049
Si	-0.262	1.2435	0.0186
Si	2.5295	-0.8155	-2.5104
Si	0.8018	-1.6881	1.1036
Si	-0.5922	1.1168	-0.1734
Si	-0.3976	-0.4496	0.7662
Si	1.5795	-0.0242	-1.1461
Si	-0.5278	0.9075	0.1312
Si	0.107	-0.3559	0.426
Si	0.5936	-0.8143	-1.3388
Si	-1.9648	1.5388	-0.1729
Si	0.5489	0.5258	-1.0763
Si	-1.8163	1.7304	1.4242
Si	1.7048	-0.6166	1.9752
Si	1.1416	1.1627	-1.146
Si	-0.3189	-0.3777	-1.3069
Si	0.8751	1.0748	0.4269
Si	1.6029	0.6654	-0.5618
Si	-0.0857	-0.6799	-1.8009
Si	0.56	-1.2741	0.6297
Si	-0.1833	-1.2824	-1.0734
Si	-0.9147	-1.718	0.5265
Si	-1.1878	-0.065	1.5716
Si	1.104	-0.0246	-1.0001
Si	-1.2097	-0.388	-0.4591
Si	-0.6008	-1.5387	1.6853
Si	4.2023	-1.9322	0.4636
Si	1.1725	2.5053	0.2188
Si	-0.8375	0.288	-1.8996
Si	-0.8175	-0.3849	-1.1146
Si	-0.7392	-1.1551	-0.6945
Si	-1.8042	-0.9711	1.6678
Si	1.1118	-0.1125	-2.0919
Si	0.3464	-0.6727	-0.608
Si	1.7452	-1.0833	1.8649
Si	-1.742	0.9759	-2.0573
Si	0.4007	0.2461	-0.2177
Si	-0.5544	0.7713	2.0092
Si	-0.7748	1.7874	0.3832
Si	-1.865	-2.839	0.7175
Si	1.8766	-0.2016	1.3882
Si	1.7577	-0.7721	2.3947
Si	-2.051	0.3668	-1.5969
Si	-0.0702	3.5015	-1.3272
Si	0.8535	-0.5299	-0.3798
Si	-0.3561	-1.5806	2.1189
Si	-0.0122	-0.7613	0.1796
Si	-0.2214	-1.0246	2.9643
Si	2.4938	-0.1844	2.5395
Si	2.4755	-0.0623	-0.7974
Si	2.9871	-3.4607	-0.5685
Si	2.2909	-1.734	0.9125
Si	0.4674	-3.8118	1.353
Si	1.3425	0.5317	0.0499
Si	-0.1669	-2.2228	-2.6157
Si	-1.3478	-0.8127	-2.6108
Si	0.5509	0.0963	-2.8039
Si	0.1458	-0.4924	0.9215
Si	-2.4652	-0.2076	1.4296
Si	0.3694	0.246	0.2548
Si	-1.8927	1.2648	0.2546
Si	1.3267	-1.935	-1.2176
Si	-3.2976	-2.1356	-2.3718
Si	1.2093	-1.479	1.9212
Si	-1.2945	3.0827	0.0902
Si	3.412	1.0268	1.5967
Si	-2.6006	-3.4127	1.11
Si	-0.1661	-0.4499	-2.7605
O	-0.337	-0.9432	2.9801
O	-0.4962	-0.6297	-2.4975
O	2.7591	3.0396	0.6709
O	1.5243	-0.893	-0.3195
O	-2.3472	1.571	1.7087
O	-0.6235	-0.9979	0.4855
O	-0.3824	0.5027	0.1283
O	0.5365	2.1718	0.6654
O	-0.1088	-0.4124	1.3924
O	2.027	1.2472	0.8934
O	1.9569	0.1404	0.3703
O	3.1201	-2.3516	1.2665
O	-0.7346	-0.2206	0.0643
O	0.4418	-0.5572	-0.945
O	2.0994	-0.8798	-2.277
O	1.3146	0.8444	0.2407
O	-0.4494	-0.7001	-0.913
O	0.8561	-0.5253	1.7955
O	-1.344	0.3262	-0.1846
O	-2.4232	2.3422	-0.3582
O	-1.2636	-0.6889	0.2489
O	0.8244	1.1803	0.0651
O	-1.6752	2.4048	-0.7061
O	-2.6638	3.2277	3.3627
O	0.3191	-1.4473	-1.2432
O	0.2196	0.0011	0.8133
O	-1.3871	-2.4958	-3.1434
O	1.5979	2.5371	-0.1547
O	0.2359	-1.564	0.7813
O	1.6547	2.3329	-1.904
O	-2.1767	-0.5335	1.5151
O	-0.8631	2.2337	-2.5905
O	0.3285	0.0559	-0.112
O	-2.0478	-0.2013	-0.1333
O	0.1167	0.759	0.8667
O	-0.7359	-0.5126	0.5584
O	-3.238	-1.4082	1.644
N	-1.046	-0.0276	-0.5306
O	-0.9139	-0.6775	0.7591
O	-0.3686	-0.4784	0.0833
O	-1.4232	0.3306	5.1849
O	1.1047	2.2639	0.1307
O	-0.2713	0.7782	0.21
O	-0.3032	0.8923	2.7335
O	2.9873	0.667	-0.0116
O	3.1249	-0.1486	1.1048
O	-0.975	1.9633	-1.2949
O	2.1339	0.3592	1.2441
O	0.1593	-0.4985	-4.2543
O	-0.7017	-0.0812	-1.7061
O	-0.2603	-0.2287	0.6423
O	0.3276	-0.5116	0.4679
O	-0.6304	1.6813	-1.5498
O	-0.5523	0.9045	0.0378
N	-1.4692	0.8213	-2.8193
O	-1.1809	0.9362	-0.2139
O	0.1824	-1.4682	-1.0822
O	-1.2671	-2.9275	1.1928
O	-2.5098	3.4378	-2.2152
O	-1.4443	1.4358	-1.7413
O	-1.1088	0.687	0.3081
O	0.5446	1.8444	0.8241
O	0.8349	1.4091	1.7308
